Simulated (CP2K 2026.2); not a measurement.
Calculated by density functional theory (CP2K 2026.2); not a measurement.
Periodic cell of 508 atoms, Si360O148, from a study of silicon, its oxide and their interface. The atomic structure is a simulated model.
Doubt: the forces sum to 2.28 eV/angstrom along one axis rather than to zero, so they err by at least 0.0045 eV/angstrom per atom on average; the grid cutoff is modest.

Settings
functional: PBE
method: Gaussian and plane waves
basis set: DZVP-MOLOPT-SR-GTH
pseudopotentials: GTH-PBE
grid cutoff: 300 Ry, relative cutoff 40 Ry
k points: Gamma only
occupations: fixed
spin: none
net charge: 0

Cell vectors (angstrom)
a	16.32	0	0
b	0	16.32	0
c	3.2016	-0.3252	34.238

Atoms and the computed forces on them: element, x, y, z (angstrom), force x, y, z (eV/angstrom)
Si	0.844	7.359	-2.069	0.513	0.015	0.357
Si	-1.1	-0.672	-0.145	0.44	0.317	0.525
Si	2.04	-4.113	-5.385	-0.009	0.018	-0.045
Si	-3.199	4.461	-3.26	0.153	-0.043	0.044
Si	-8.434	-7.67	-0.997	0.059	0.011	0.701
Si	-1.254	-6.841	-0.87	-0.045	0.049	0.115
Si	4.079	-1.297	-0.708	-0.035	0.043	0.103
Si	1.336	2.151	0.418	-0.074	0.215	0.518
Si	4.491	-4.753	-3.743	0.037	-0.037	0.083
Si	-8.856	5.846	-2.333	-0.171	0.014	0.056
Si	4.606	2.674	-2.678	-0.06	0.057	0.125
Si	-0.34	3.877	0.358	0.048	0.006	0.03
Si	-10.414	-2.202	-2.964	-0.039	0.161	0.001
Si	-7.03	4.04	-0.749	0.037	0.109	0.18
Si	4.334	4.442	-5.222	-0.019	-0.119	-0.011
Si	-9.673	-6.567	-5.134	0.074	-0.031	0.033
Si	2.806	7.41	-0.824	-0.62	-0.021	0.301
Si	-6.81	1.056	-4.5	-0.087	0.13	0.004
Si	0.238	0.323	1.49	0.003	-0.021	-0.115
Si	3.035	3.096	1.76	-0.027	0.046	-0.048
Si	0.416	5.703	1.683	0.039	-0.021	-0.048
Si	2.165	7.448	1.452	0.022	0.036	-0.003
Si	0.267	-5.222	1.392	-0.049	-0.264	0.724
Si	2.494	-2.982	1.427	0.105	0.185	0.725
Si	5.606	0.32	1.54	-0.028	-0.144	0.717
Si	-8.555	2.526	1.498	0.225	-0.025	0.72
Si	4.797	4.772	1.551	-0.019	0.087	0.009
Si	-7.727	8.711	1.287	0.043	0.061	-0.005
Si	5.6	-5.173	1.505	-0.026	-0.132	0.681
Si	-8.487	-3.013	1.363	0.151	0.151	0.763
Si	-5.285	0.219	1.125	0.334	0.24	0.465
Si	-2.357	2.934	1.322	-0.049	0.048	-0.029
Si	-5.207	5.711	1.261	-0.074	-0.148	0.748
Si	-3.001	7.935	1.3	0.213	0.045	0.709
Si	-5.937	-5.941	1.401	-0.207	-0.152	0.517
Si	-2.523	-2.896	1.375	-0.152	0.262	0.687
Si	-1.333	1.424	2.817	0.002	0.022	0.004
Si	1.437	4.15	3.105	0.011	0.04	-0.001
Si	-1.378	6.833	2.691	-0.006	0.024	-0.006
Si	1.356	9.393	2.616	0.038	0.036	-0.065
Si	-1.246	-4.133	2.839	0.001	-0.015	-0.041
Si	1.393	-1.324	2.711	-0.004	-0.05	-0.027
Si	4.116	1.426	2.961	0.049	-0.008	-0.047
Si	6.617	4.01	2.857	0.011	-0.016	-0.07
Si	3.948	6.621	2.756	0.021	-0.008	-0.056
Si	6.849	-6.778	2.681	-0.014	0.011	-0.085
Si	4.048	-4.057	2.823	0.002	-0.002	-0.024
Si	-9.543	-1.364	2.693	0.001	-0.023	-0.028
Si	-6.776	1.379	2.576	-0.046	-0.025	-0.02
Si	-3.982	4.147	2.583	-0.048	-0.038	-0.045
Si	-6.81	6.885	2.56	-0.016	-0.033	-0.035
Si	-4.167	-6.865	2.677	0.003	0.043	-0.015
Si	-6.872	-4.158	2.657	0.013	-0.009	-0.052
Si	-4.058	-1.382	2.481	0.04	0.001	-0.048
Si	-2.756	-0.035	3.99	-0.006	-0.006	-0.014
Si	-0.01	2.725	4.234	-0.042	-0.019	0.028
Si	-2.704	5.453	4.067	0.004	0.01	0.019
Si	-0.064	8.213	4.084	-0.023	-0.01	0.006
Si	-2.753	-5.49	4.027	0.02	-0.024	0.018
Si	0.045	-2.68	4.124	0.009	0.021	0.013
Si	2.729	-0.024	4.147	-0.009	-0.025	0.019
Si	5.44	2.707	4.364	-0.029	-0.005	0.044
Si	2.763	5.478	4.417	0.031	-0.011	-0.01
Si	5.431	-8.223	3.938	-0.051	0.009	0.009
Si	2.723	-5.554	4.046	-0.04	-0.019	0.014
Si	5.41	-2.66	4.128	0.017	0.001	0.008
Si	-8.096	-0.023	4.007	-0.013	0.038	0.024
Si	-5.401	2.756	3.923	0.015	0.031	0.005
Si	-8.2	5.489	3.936	0.026	-0.003	-0.016
Si	-5.478	8.122	4.094	-0.02	-0.004	-0.001
Si	-8.193	-5.435	4.131	-0.008	-0.012	0.007
Si	-5.429	-2.735	3.909	0.006	0.023	-0.001
Si	-1.384	-1.346	5.422	0.009	0.012	0.001
Si	1.367	1.334	5.515	0.018	0.024	-0.01
Si	-1.386	4.115	5.5	-0.003	0.01	-0.004
Si	1.298	6.887	5.536	-0.029	-0.009	-0.072
Si	-1.406	9.536	5.458	-0.019	0.006	0.002
Si	1.391	-4.119	5.418	0	0.001	-0.028
Si	4.084	-1.344	5.519	0.012	-0.018	0.026
Si	6.892	1.297	5.493	0.012	-0.026	-0.034
Si	4.105	4.08	5.686	0.01	-0.03	0.012
Si	-9.524	6.806	5.377	-0.034	-0.023	-0.006
Si	4.114	-6.86	5.394	0.002	-0.012	0.019
Si	-9.543	-4.055	5.456	-0.008	0.006	-0.008
Si	-6.759	-1.396	5.359	0.006	-0.003	-0.008
Si	-4.098	1.366	5.348	0.036	-0.001	-0.022
Si	-6.793	4.112	5.297	-0.008	-0.026	0.016
Si	-4.085	6.786	5.433	-0.002	-0.006	0.008
Si	-6.811	-6.804	5.448	-0.001	0.003	-0.016
Si	-4.098	-4.077	5.344	-0.014	0.012	0.003
Si	-0.028	-0.015	6.824	0.01	-0.013	0.003
Si	2.701	2.686	6.911	-0.005	0.009	0.028
Si	-0.029	5.469	6.856	-0.007	-0.011	0.018
Si	2.729	-8.121	6.835	0.011	0.01	0.004
Si	-0.018	-5.42	6.791	0.008	-0.018	-0.008
Si	2.728	-2.759	6.815	0.002	-0.002	-0.002
Si	5.481	-0.013	6.851	-0.017	0.03	0.022
Si	-8.089	2.74	6.761	0	0.017	-0.01
Si	-10.81	5.485	6.872	0.004	-0.006	0.011
Si	-8.18	-8.164	6.78	-0.007	-0.006	0.006
Si	-10.888	-5.459	6.779	0.003	-0.015	-0.002
Si	-8.135	-2.714	6.773	0	0.015	0
Si	-5.431	-0.005	6.734	-0.013	0.014	-0.003
Si	-2.753	2.704	6.781	-0.016	0.005	-0.003
Si	-5.458	5.419	6.756	-0.012	0.017	0.003
Si	-2.74	8.153	6.805	-0.001	-0.004	0.013
Si	-5.435	-5.426	6.76	0.008	-0.006	0.015
Si	-2.742	-2.731	6.749	0.003	-0.005	0.004
Si	-1.38	1.353	13.601	-0.011	0.03	-0.009
Si	1.362	4.077	13.584	0.01	-0.016	-0.005
Si	-1.362	6.813	13.579	0.003	-0.009	0.005
Si	1.349	-6.785	13.601	-0.017	0.01	-0.005
Si	-1.36	-4.099	13.608	0.031	-0.025	-0.012
Si	1.358	-1.368	13.596	-0.005	0.015	0.004
Si	4.107	1.347	13.582	0.006	-0.016	-0.006
Si	-9.516	4.089	13.588	-0.006	0.007	-0.002
Si	4.08	-9.5	13.603	-0.021	0.015	0.001
Si	-9.507	-6.795	13.616	0.001	-0.011	-0.001
Si	4.08	-4.093	13.602	0.014	-0.002	0.012
Si	6.828	-1.349	13.588	-0.015	-0.004	-0.008
Si	-6.787	1.342	13.586	0.011	-0.012	0
Si	-4.102	4.079	13.602	-0.007	0.018	-0.001
Si	-6.789	6.796	13.612	0.012	-0.023	-0.007
Si	-4.09	9.526	13.6	0	0.015	-0.002
Si	-6.805	-4.07	13.611	-0.02	0.025	-0.004
Si	-4.078	-1.378	13.611	0.013	-0.015	0
Si	-2.732	-0.011	14.973	0.006	0.006	0.003
Si	-0.011	2.718	14.937	-0.009	-0.009	-0.005
Si	-2.735	5.462	14.924	-0.001	-0.019	-0.011
Si	-0.02	8.18	14.951	0.013	0.012	-0.008
Si	-2.73	-5.447	14.974	0.008	0.017	-0.003
Si	0.011	-2.744	14.959	-0.027	-0.011	-0.005
Si	2.746	-0.019	14.933	0.004	0.001	0.004
Si	5.466	2.712	14.944	-0.011	-0.001	-0.01
Si	2.715	5.451	14.944	0.008	-0.006	-0.003
Si	5.442	-8.144	14.972	0.003	0.009	0.001
Si	2.705	-5.435	14.974	-0.006	-0.01	0.003
Si	5.473	-2.732	14.918	0.004	0.037	-0.012
Si	-8.125	-0.005	14.971	-0.011	0.005	-0.011
Si	-5.454	2.698	14.959	0.008	0.007	-0.005
Si	-8.16	5.437	14.96	-0.001	0.006	0.001
Si	-5.438	8.168	14.975	-0.006	-0.017	-0.005
Si	-8.16	-5.425	14.986	-0.01	0.003	-0.005
Si	-5.443	-2.722	14.984	0.01	-0.009	0
Si	-1.363	-1.397	16.301	0.029	-0.004	0.001
Si	1.369	1.344	16.259	-0.016	0.01	0.011
Si	-1.398	4.092	16.266	0.016	0.016	-0.029
Si	1.345	6.824	16.292	-0.007	0.012	0.004
Si	-1.389	-6.815	16.346	-0.005	-0.027	0.002
Si	1.362	-4.076	16.363	0.028	0.006	0.014
Si	4.116	-1.404	16.273	-0.016	-0.023	-0.025
Si	-9.469	1.377	16.316	0.032	0.025	0.005
Si	4.096	4.083	16.274	-0.003	0.008	0
Si	-9.501	6.819	16.316	0.002	-0.03	-0.006
Si	4.085	-6.769	16.331	-0.005	-0.007	-0.002
Si	-9.517	-4.044	16.341	-0.013	-0.01	-0.017
Si	-6.777	-1.354	16.368	-0.005	0.014	-0.009
Si	-4.11	1.339	16.336	-0.011	0.002	0.006
Si	-6.834	4.036	16.315	-0.028	-0.017	-0.002
Si	-4.057	6.816	16.326	0.021	0.024	-0.011
Si	-6.796	9.531	16.338	-0.011	0.016	0.005
Si	-4.093	-4.096	16.341	0.007	-0.011	-0.001
Si	-1.28	1.292	18.862	-0.024	0.012	0.037
Si	2.682	2.758	17.592	0.001	0	0.026
Si	-0.096	5.505	17.605	-0.035	0.009	-0.017
Si	2.752	8.14	17.654	-0.025	0.008	-0.004
Si	-0.056	-5.428	17.689	0.001	0.014	0.002
Si	2.814	-2.752	17.703	0.012	-0.026	-0.022
Si	5.487	-0.035	17.574	0.017	-0.013	0.012
Si	-8.15	2.706	17.782	-0.003	-0.012	-0.019
Si	5.503	5.395	17.639	-0.004	0	-0.02
Si	-8.199	8.22	17.695	-0.001	-0.006	0.018
Si	5.387	-5.344	17.702	-0.01	0.059	-0.031
Si	-8.11	-2.741	17.718	0.015	-0.005	0.021
Si	-5.479	0.04	17.778	0.013	-0.001	-0.027
Si	-2.714	2.704	17.629	-0.003	0.018	0.003
Si	-5.449	5.414	17.581	-0.009	-0.006	-0.021
Si	-2.729	-8.162	17.77	-0.017	0.003	-0.013
Si	-5.401	-5.491	17.726	0.021	-0.026	-0.011
Si	-2.78	-2.68	17.681	-0.031	-0.009	-0.023
Si	0.084	-0.096	17.608	0.02	-0.011	-0.006
Si	1.27	4.168	18.886	0.029	-0.031	0.034
Si	-1.39	6.774	19.135	0.011	0.016	0.004
Si	1.362	-6.81	18.965	-0.011	0.013	0.021
Si	-1.465	-4.046	19.029	0.025	-0.061	0.013
Si	1.487	-1.396	19.032	-0.017	0.066	-0.026
Si	4.092	1.344	18.816	-0.026	-0.015	0.054
Si	-9.52	4.084	19.126	-0.025	0.028	-0.012
Si	4.16	6.744	18.967	-0.048	0.016	0.025
Si	-9.58	9.656	19.027	0.049	-0.049	0.049
Si	4.087	-4.053	19.231	-0.019	-0.02	0.026
Si	6.844	-1.325	19.005	0.029	0.001	0.053
Si	-6.828	1.364	19.238	0.016	-0.013	0.025
Si	-4.14	4.043	18.955	0.025	-0.025	0.043
Si	-6.795	6.776	18.911	0.014	-0.055	0.035
Si	-4.095	-6.842	19.183	-0.025	0.038	-0.007
Si	-6.728	-4.129	19.078	-0.016	0.046	0.004
Si	-4.093	-1.307	19.111	0.072	-0.026	-0.002
Si	-2.627	0.074	20.339	0.014	0.013	0.042
Si	0.015	2.692	20.191	0.026	0.022	-0.017
Si	-2.849	5.365	20.393	-0.02	0.045	0.081
Si	0.063	8.161	20.399	0.008	-0.005	0.046
Si	-2.79	-5.371	20.525	-0.006	0.012	0.019
Si	0.084	-2.796	20.281	0.045	-0.044	0.064
Si	2.84	0.075	20.325	-0.002	-0.034	0.067
Si	5.347	2.628	20.292	0.019	0.016	0.014
Si	2.685	5.434	20.255	-0.007	0.043	-0.004
Si	5.41	8.218	20.328	-0.064	0.005	-0.007
Si	2.618	-5.506	20.494	0.026	0.023	0.089
Si	5.557	-2.606	20.489	-0.006	-0.016	0.095
Si	-8.246	-0.019	20.571	0.011	0.032	0.009
Si	-5.41	2.773	20.521	0	0.005	0.046
Si	-8.095	5.505	20.386	0.005	-0.032	0.009
Si	-5.499	-8.318	20.438	0.007	-0.007	0.062
Si	-7.287	-7.35	21.634	-0.161	-0.075	-0.563
Si	-5.469	-2.661	20.473	0.034	0.005	0.043
Si	-1.079	-1.233	21.527	0.031	0.186	-0.757
Si	1.811	1.829	21.502	0.015	0.014	0.005
Si	-1.85	3.51	21.382	-0.039	-0.052	-0.057
Si	-0.831	3.5	23.393	-0.201	0.005	-0.546
Si	-0.988	-6.44	21.603	0.183	0.263	-0.541
Si	0.701	-4.653	21.656	-0.062	-0.193	-0.652
Si	4.619	-0.75	21.671	0.043	0.03	-0.049
Si	-10.035	1.041	21.77	-0.017	-0.034	0.071
Si	3.507	3.554	21.413	-0.04	-0.081	-0.053
Si	-9.069	7.358	21.485	0.001	0.045	-0.005
Si	3.583	-7.335	21.651	-0.203	-0.136	-0.665
Si	7.413	-3.545	21.684	0.042	0.205	-0.62
Si	-7.233	-1.803	21.793	-0.073	0.042	0.069
Si	-3.54	1.821	21.651	0.051	0.15	-0.567
Si	-6.432	4.525	21.793	-0.011	0.033	0.078
Si	-4.632	6.172	21.753	-0.251	-0.09	-0.666
Si	-8.135	-5.437	20.465	0.009	-0.031	0.025
Si	-4.349	-4.127	21.917	0.27	0.153	-0.81
Si	-8.645	-5.115	-7.551	0.032	-0.024	-0.112
Si	-7.583	4.313	23.922	0.54	-0.03	-0.573
Si	-7.463	2.313	-7.299	-0.07	-0.07	-0.048
Si	1.89	7.214	21.602	0.109	0.2	-0.566
Si	-9.114	0.086	25.776	-0.038	0.081	-0.016
Si	-0.821	-2.986	-4.601	0.004	0	0.031
Si	-5.485	-5.324	-7.398	-0.054	-0.063	0.001
Si	1.925	-3.757	24.261	0.057	0.015	-0.086
Si	-2.027	-1.954	-7.287	0.143	0.12	-0.009
Si	-9.919	6.595	-5.156	0.073	-0.003	-0.047
Si	-0.636	4.518	-1.827	0.097	-0.241	0.56
Si	-10.139	-3.844	24.485	-0.026	0.065	-0.112
Si	-1.08	2.551	-4.026	0.026	0.08	0.086
Si	-9.654	7.126	26.257	-0.011	-0.011	0.028
Si	1.574	-6.75	-6.976	0.063	-0.016	0.054
Si	-7.452	-3.013	-3.248	0.047	0.077	-0.033
Si	-4.004	6.75	24.866	-0.1	-0.081	-0.208
Si	-4.278	0.354	24.327	0.064	0.172	-0.129
Si	-2.401	4.383	25.976	0.186	0.008	-0.027
Si	-0.442	3.196	-6.979	-0.092	0.051	0.044
Si	-7.129	-6.025	-3.235	-0.086	-0.071	-0.085
Si	-2.596	-7.041	24.187	0.035	-0.014	-0.122
Si	-2.762	-2.418	23.776	-0.132	0.041	0.056
Si	1.516	5.346	24.022	0.165	0.037	-0.131
Si	-1.648	-2.806	26.567	0.037	0.083	0.005
Si	-9.824	2.198	23.889	0.022	-0.264	-0.69
Si	-9.761	0.792	-3.794	-0.069	0.018	-0.03
Si	4.794	4.976	-0.769	0.061	-0.095	0.778
Si	-2.697	7.05	-4.914	0.098	-0.033	-0.016
Si	-4.46	-4.229	-0.531	0.048	-0.185	0.058
Si	-4.51	-6.692	-4.828	0.022	0.075	0.026
Si	0.594	0.894	23.277	0.479	0.42	-0.548
Si	4.266	4.364	23.404	-0.262	-0.29	-0.525
Si	1.74	5.282	-6.471	-0.005	0.114	0.019
Si	-9.874	6.495	23.432	0.148	0.381	-0.56
Si	-6.607	6.171	26.149	-0.104	-0.095	-0.157
Si	-6.89	-1.144	24.091	-0.022	-0.392	-0.561
Si	-2.764	5.327	-7.421	0.012	-0.141	-0.007
Si	4.881	-6.519	-1.149	0.012	-0.012	0.087
Si	-9.637	-2.149	-7.34	-0.012	0.072	-0.199
Si	4.015	-1.612	23.739	0.128	0.273	-0.581
Si	2.486	0.143	25.669	-0.029	0.062	0.001
Si	-10.44	2.185	-6.607	-0.043	0.071	0.082
Si	-3.51	1.368	-0.013	-0.226	0.374	0.732
Si	-2.71	-4.969	-2.988	0.072	-0.048	0.092
Si	4.069	-6.093	24.529	-0.065	-0.004	-0.154
Si	-0.285	-0.229	-3.148	-0.044	0.036	0.116
Si	3.693	-2.171	-7.15	-0.055	-0.053	-0.058
Si	0.305	7.638	-4.934	-0.033	-0.077	-0.085
Si	2.338	0.764	-2.286	-0.063	0.032	0.234
Si	-5.546	-6.151	23.62	-0.153	-0.057	0.017
Si	-6.51	-1.878	-0.731	-0.08	0.029	0.017
Si	-5.127	2.492	-2.333	0.084	0.009	0.052
Si	-7.149	-1.564	-5.882	-0.07	0.043	0.033
Si	-1.381	1.363	8.164	0.012	0.007	-0.005
Si	1.334	4.089	8.205	-0.009	-0.016	0.01
Si	-1.391	6.814	8.196	0.01	-0.007	0.001
Si	1.355	-6.763	8.171	0.011	0.007	0.005
Si	-1.38	-4.066	8.143	-0.005	0.004	0.008
Si	1.348	-1.387	8.159	-0.003	-0.005	-0.004
Si	4.106	1.339	8.212	0	0.005	0.011
Si	-9.456	4.079	8.165	0.001	0.024	0.005
Si	4.092	6.826	8.189	-0.005	-0.025	-0.005
Si	-9.524	-6.802	8.153	-0.002	0.004	-0.001
Si	4.088	-4.107	8.169	-0.006	-0.002	0
Si	-9.485	-1.383	8.177	0.004	0.003	0.009
Si	-6.764	1.36	8.128	0	-0.002	-0.002
Si	-4.107	4.065	8.143	-0.008	-0.013	-0.002
Si	-6.808	6.791	8.129	-0.004	-0.009	0.008
Si	-4.092	-6.787	8.142	0.001	0	0.008
Si	-6.791	-4.082	8.138	0.001	-0.001	0.003
Si	-4.081	-1.36	8.119	0.005	-0.001	-0.012
Si	-2.73	-0.013	9.51	0.002	0.002	0.005
Si	-0.025	2.717	9.541	-0.007	0.016	0
Si	-2.75	5.43	9.518	0.006	0.014	0.001
Si	-0.002	-8.146	9.522	-0.008	-0.011	-0.003
Si	-2.728	-5.436	9.506	0.004	-0.008	-0.002
Si	-0.017	-2.726	9.523	0.005	0.007	0.002
Si	2.72	-0.031	9.53	0.009	-0.008	-0.004
Si	-10.849	2.734	9.523	0.004	-0.006	0.007
Si	2.727	5.449	9.531	0.001	-0.009	-0.001
Si	-10.874	-8.141	9.544	-0.017	0.012	-0.007
Si	2.717	-5.43	9.543	-0.016	0.021	0.005
Si	-10.862	-2.744	9.52	0.013	-0.02	-0.001
Si	-8.133	0.009	9.503	-0.016	0.021	0.001
Si	-5.434	2.706	9.522	0.003	-0.014	0.01
Si	-8.134	5.445	9.535	0.01	-0.035	0
Si	-5.454	-8.156	9.496	0.006	0.005	-0.004
Si	-8.154	-5.441	9.506	-0.009	-0.004	0.003
Si	-5.433	-2.718	9.495	-0.003	0.013	-0.005
Si	-1.37	-1.365	10.882	0.005	0	-0.003
Si	1.357	1.348	10.881	-0.009	0.007	-0.002
Si	-1.384	4.082	10.889	-0.008	-0.022	0.006
Si	1.36	-9.509	10.881	0.012	-0.002	-0.009
Si	-1.369	-6.792	10.872	0.016	0.022	0.002
Si	1.351	-4.073	10.886	-0.001	-0.004	0.01
Si	4.093	-1.383	10.881	-0.01	-0.004	0.003
Si	-9.495	1.363	10.869	-0.007	0	0.004
Si	-12.227	4.085	10.88	0	0.011	-0.002
Si	-9.508	-9.513	10.887	-0.006	-0.001	-0.007
Si	-12.241	-6.792	10.897	0.003	-0.009	-0.002
Si	-9.509	-4.092	10.885	-0.005	0.011	0.008
Si	-6.784	-1.361	10.863	0.011	-0.008	-0.003
Si	-4.077	1.348	10.879	0.005	0.006	-0.001
Si	-6.788	4.073	10.883	-0.003	0.011	0.011
Si	-4.098	6.805	10.87	-0.006	-0.016	0.001
Si	-6.801	-6.8	10.876	-0.007	-0.005	-0.005
Si	-4.083	-4.077	10.872	0.008	0.005	0.004
Si	-0.011	-0.005	12.244	-0.002	-0.009	-0.002
Si	2.731	2.711	12.232	0.009	-0.003	0.003
Si	-0.003	5.443	12.23	-0.004	0.011	-0.007
Si	2.713	-8.149	12.249	0.002	0.002	0
Si	-0.009	-5.44	12.234	0.002	0.003	-0.004
Si	2.724	-2.727	12.244	-0.007	-0.009	0
Si	5.463	-0.006	12.218	0.008	0.008	-0.008
Si	-8.149	2.718	12.243	-0.005	0.002	0
Si	-10.879	5.454	12.242	-0.004	-0.007	0.009
Si	-8.15	-8.157	12.254	-0.002	0.003	0.002
Si	-10.872	-5.446	12.251	-0.017	-0.003	-0.004
Si	-8.144	-2.717	12.228	-0.004	0.008	-0.003
Si	-5.427	-0.019	12.237	-0.002	0.01	-0.003
Si	-2.737	2.717	12.247	0	-0.004	0.008
Si	-5.444	5.441	12.238	0.004	-0.01	0.001
Si	-2.734	8.169	12.228	0.014	-0.003	-0.013
Si	-5.447	-5.431	12.24	-0.001	-0.005	-0.005
Si	-2.719	-2.732	12.247	0.003	0.007	0.003
O	-1.502	-2.179	0.31	0.106	-0.288	-0.576
O	-7.036	1.992	-5.785	-0.013	0.204	0.111
O	-9.365	-3.557	25.864	0.321	-0.41	0.132
O	-2.498	0.124	-0.255	-0.139	-0.312	-0.343
O	0.191	5.872	-2.138	0.117	-0.024	-0.106
O	3.785	-7.691	-1.291	-0.132	0.029	-0.496
O	-6.838	-4.465	-2.929	0.495	0.039	0.121
O	-0.459	-5.766	0.041	0.001	0.078	-0.404
O	1.389	-4.102	0.947	-0.257	0.186	-0.333
O	3.213	-2.4	0.087	-0.108	-0.109	-0.325
O	-2.047	-6.01	25.289	0.232	0.183	-0.137
O	4.701	-0.207	0.299	-0.094	0.289	-0.295
O	-9.594	1.375	0.949	-0.165	-0.299	-0.417
O	4.94	-3.198	-3.787	-0.348	0.129	-0.499
O	-9.636	-4.092	0.892	0.131	0.022	-0.739
O	-6.735	-7.173	23.199	0.011	-0.529	0.533
O	-8.155	3.544	0.289	0.113	0.106	-0.221
O	-4.082	6.81	0.746	-0.265	-0.253	-0.168
O	2.95	-7.621	-7.08	0.453	0.058	0.37
O	-4.022	-6.692	23.49	-0.001	0.043	-0.373
O	-1.774	4.127	24.521	-0.412	0.048	0.116
O	2.698	-2.543	23.514	-0.257	0.055	-0.546
O	-10.031	-8.129	-4.952	-0.317	0.14	0.258
O	0.755	5.671	25.387	-0.439	0.197	0.125
O	-2.396	-7.589	0.008	-0.073	-0.108	-0.325
O	-0.513	1.957	23.816	-0.162	-0.213	0.181
O	5.224	-1.946	-6.682	0.048	0.269	0.743
O	-7.072	-5.132	-7.214	-0.055	0.25	0.187
O	-9.944	-1.026	26.617	-0.401	0.117	0.303
O	2.947	-4.753	-4.21	-0.087	-0.394	0.602
O	-5.962	5.034	-0.029	-0.082	0.155	-0.176
O	5.333	3.328	24.055	-0.081	-0.363	0.511
O	-3.512	-1.041	24.105	-0.044	-0.039	0.022
O	4.63	-5.392	-2.269	-0.178	0.102	0.101
O	-10.094	1.189	25.133	-0.309	0.126	0.221
O	-3.275	-4.104	0.563	-0.168	-0.208	0.157
O	-7.863	-2.395	-0.012	-0.389	0.279	-0.296
O	-2.891	7.911	24.982	0.225	-0.039	0.71
O	5.009	5.788	23.144	-0.303	0.268	-0.417
O	-4.125	6.371	23.3	0.14	0.112	0.151
O	-3.905	1.802	-1.542	0.303	0.048	-0.306
O	4.734	3.796	-3.813	0.137	0.162	0.092
O	-2.534	3.263	-4.133	-0.404	-0.21	-0.333
O	1.331	-3.204	25.64	-0.292	-0.303	0.069
O	-8.375	-0.638	24.519	-0.441	-0.013	-0.219
O	0.596	-3.733	-4.789	0.029	-0.287	0.239
O	3.755	-0.497	24.893	0.576	0.131	0.368
O	5.38	-5.654	-4.741	-0.39	-0.163	-0.482
O	-8.404	-6.18	-4.215	0.006	0.009	-0.014
O	0.733	6.269	-5.68	-0.236	-0.168	-0.238
O	-1.913	-2.28	22.434	0.298	-0.707	-0.027
O	-3.764	1.461	23.256	0.047	0.209	0.292
O	-9.954	-7.145	-1.24	-0.047	-0.161	-0.095
O	-4.928	-6.415	-6.361	-0.091	-0.218	-0.246
O	1.893	-5.231	-6.542	0.201	0.219	-0.403
O	5.29	-2.015	-1.485	0.329	-0.101	0.152
O	2.836	1.6	26.261	0.062	-0.065	-0.266
O	-3.811	-3.581	23.379	0.096	-0.144	0.732
O	3.965	-7.018	23.215	0.45	-0.206	0.169
O	3.119	-0.537	-1.747	-0.259	-0.211	0.017
O	-8.807	5.355	23.835	-0.121	0.056	0.33
O	-3.844	-4.355	-2.01	-0.084	0.408	-0.125
O	5.161	-2.619	24.273	0.2	0.271	-0.076
O	-5.861	0.121	24.063	-0.154	0.537	-0.171
O	-10.2	1.409	-5.215	0.113	-0.135	-0.237
O	-5.627	-5.026	22.447	-0.122	0.258	-0.252
O	-3.427	5.607	25.83	-0.202	0.048	0.41
O	0.835	4.166	-7.213	0.399	-0.238	-0.561
O	-8.045	6.913	26.324	-0.058	0.259	0.592
O	-0.446	-0.707	-1.616	0.632	-0.312	-0.079
O	-0.207	3.402	-2.946	0.772	-0.405	-0.106
O	-6.398	-2.133	25.305	-0.063	-0.464	-0.068
O	-8.324	2.859	24.079	0.151	-0.37	-0.134
O	-4.013	0.808	25.853	0.185	-0.084	0.306
O	-0.222	-7.961	-1.374	0.07	-0.107	0.246
O	1.626	6.699	23.148	-0.116	0.154	0.258
O	4.446	3.46	-1.273	-0.389	-0.429	0.385
O	-7.258	-2.78	-4.83	0.114	-0.209	-0.429
O	4.915	5.952	-5.189	-0.366	0.342	-0.099
O	-6.42	-0.382	-5.085	0.463	-0.15	0.119
O	1.238	0.27	-3.35	0.167	0.239	-0.413
O	-2.447	6.515	-6.403	0.367	0.267	-0.145
O	2.654	6.11	-7.53	0.03	-0.091	-0.047
O	-3.603	-1.59	-7.173	-0.177	0.512	0.307
O	-3.318	3.19	26.492	-0.064	0.019	0.273
O	-10.237	-0.752	-3.669	-0.065	-0.135	-0.486
O	-1.465	-7.106	23.042	0.018	-0.33	-0.063
O	1.3	0.277	24.585	-0.195	-0.092	0.19
O	-3.799	-8.125	-4.813	-0.282	-0.061	-0.112
O	-6.252	-1.914	-7.154	-0.344	-0.017	-0.127
O	2.969	4.687	24.343	0.177	-0.324	0.595
O	-2.244	4.76	-1.985	-0.466	-0.052	0.329
O	0.567	-7.429	-5.91	-0.487	0.212	0.063
O	-1.242	7.577	-4.442	0.042	0.113	-0.024
O	1.66	1.591	-1.084	-0.238	0.005	-0.142
O	-0.598	-1.485	-4.079	0.161	0.022	-0.293
O	-1.774	-2.841	24.962	0.479	-0.3	-0.19
O	-6.752	4.802	25.25	0.288	-0.239	0.305
O	-9.341	-6.286	-6.689	-0.014	-0.338	-0.097
O	-5.622	1.604	-3.573	0.342	-0.317	-0.282
O	-0.158	-0.327	22.52	0.053	0.126	0.397
O	-8.617	-1.206	-6.483	-0.01	0.419	0.301
O	-4.668	3.964	-2.837	-0.467	0.343	-0.116
O	-0.385	2.616	-5.472	0.276	-0.316	0.013
O	5.112	1.147	-7.563	0.086	-0.038	-0.02
O	-5.773	-5.664	25.127	-0.373	0.017	-0.006
O	-4.336	4.941	-7.28	-0.085	-0.04	0.466
O	-1.898	-6.087	-2.143	0.004	-0.081	-0.281
O	-9.212	-3.68	-7.121	0.186	0.064	0.187
O	-1.826	4.021	-7.206	-0.296	-0.131	-0.143
O	0.609	4.26	23.234	0.169	-0.242	-0.581
O	-10.422	1.703	-2.629	0.336	-0.051	0.428
O	-9.087	-3.909	23.274	0.433	-0.426	0.363
O	-5.294	-2.867	-0.383	0.145	-0.041	0.252
O	-1.716	-3.825	-3.548	0.116	0.083	0.304
O	4.993	3.523	-6.384	0.154	0.011	-0.304
O	-9.045	2.642	-7.283	-0.115	0.226	-0.453
O	4.718	-5.825	0.298	-0.17	0.231	-0.09
O	4.02	-7.035	25.834	-0.184	-0.474	0.067
O	3.551	5.972	-1.105	-0.332	-0.075	-0.377
O	-7.435	-6.702	-1.811	0.651	0.408	0.296
O	-9.009	-2.974	-2.86	0.027	-0.194	0.313
O	-9.25	6.208	-6.587	0.707	-0.099	0.193
O	-4.667	-3.971	-7.092	0.462	-0.114	0.205
O	-5.378	-5.492	-0.099	0.112	-0.39	-0.429
O	-1.245	1.018	-3.535	-0.317	0.034	0.3
O	-8.163	0.915	-3.63	0.182	0.173	0.67
O	-6.123	-0.424	-0.16	-0.077	0.192	-0.439
O	2.738	-2.781	-6.004	-0.255	0.496	0.249
O	1.175	7.836	-3.588	0.686	0.254	-0.237
O	-6.717	-1.885	-2.337	0.061	0.444	-0.337
O	-7.745	4.722	-2.02	0.314	-0.072	-0.277
O	-9.066	5.968	-3.93	0.316	-0.368	-0.116
O	-1.189	-0.57	-7.412	0.204	0.136	0.41
O	-8.295	7.207	-1.697	0.157	-0.206	-0.17
O	-10.236	5.491	-1.584	0.071	0.023	-0.292
O	-3.452	-5.608	-4.27	-0.026	0.38	-0.398
O	2.74	4.542	-5.433	-0.075	-0.202	0.436
O	-6.304	2.699	-1.256	-0.057	-0.341	0.316
O	-3.3	5.832	-4.065	-0.216	0.168	-0.378
O	0.773	-4.246	23.251	-0.38	0.047	0.327
O	2.874	-5.015	24.574	-0.189	-0.144	0.055
O	-10.863	-5.276	24.531	0.456	-0.451	0.091
O	3.337	1.762	-3.046	-0.007	-0.255	-0.496
O	-5.498	7.115	25.408	-0.31	0.301	-0.335
O	-1.557	-2.836	-6.028	-0.178	-0.42	0.054
O	-10.033	7.468	24.719	0.089	0.64	0.112
O	-5.831	-6.708	-3.9	0.098	-0.139	0.159

Results
total energy: -103412.039 eV
total energy less fixed offsets of O -438.25, Si -107.07 eV per atom: -5.839 eV
